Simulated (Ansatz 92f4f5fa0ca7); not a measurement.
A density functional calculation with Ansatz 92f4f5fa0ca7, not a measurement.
Periodic cell of 234 atoms, Si146O88, from a study of silicon, its oxide and their interface. The atomic structure is a simulated model.
Doubt: the cutoff is low for norm-conserving oxygen, so forces and energies are approximate.
Doubt: the program's own warning below bears on the result.
This geometry differs little from another in the collection (a relaxation step or a small displacement).

Settings: functional HSE06; potential files SPMS norm-conserving; basis plane waves; wave-function cutoff 800 eV; density cutoff ratio 4; exchange-correlation grid ratio 1; k mesh 1 x 1 x 1, Gamma-centred; occupations fixed; spin none; net charge 0.

Cell vectors (angstrom)
a	11.6015	0	0
b	0	10.938	0
c	0	0	32.8229

Atoms: element, x, y, z (angstrom)
Si	-0.0163	-0.1802	24.3433
Si	3.5479	-0.0018	24.0757
Si	7.5712	-0.0189	23.9636
Si	1.6972	1.4059	24.3688
Si	5.5903	1.2611	24.1106
Si	9.6602	1.1747	24.2114
Si	0.0624	5.4021	24.2371
Si	3.9089	5.4368	23.8537
Si	7.7027	5.3417	24.3104
Si	1.9396	6.8251	23.9422
Si	5.8737	6.8341	23.9501
Si	9.679	6.6093	24.219
Si	1.9226	2.811	26.1839
Si	5.6816	2.6639	26.0595
Si	9.6096	2.6345	26.1187
Si	-0.0468	4.0504	26.1599
Si	3.8506	4.1749	25.9741
Si	7.6506	3.9744	26.1862
Si	1.9567	8.0756	26.0198
Si	5.7588	8.1903	25.9492
Si	9.6059	8.1483	26.0334
Si	-0.0056	9.3781	26.1725
Si	3.801	9.5429	26.0086
Si	7.6948	9.5663	25.9645
Si	-0.0037	-0.0328	27.9934
Si	3.8451	-0.0404	27.9751
Si	7.6965	-0.0284	27.953
Si	1.9345	1.3383	28.0197
Si	5.7546	1.3359	28.002
Si	9.6465	1.3069	28.0351
Si	-0.0495	5.4809	28.0177
Si	3.8633	5.4659	27.9709
Si	7.6757	5.455	28.0192
Si	1.9221	6.7906	27.994
Si	5.7694	6.8566	27.9498
Si	9.6033	6.813	27.9922
Si	1.9336	2.7345	29.9236
Si	5.8008	2.7345	29.9236
Si	9.6679	2.7345	29.9236
Si	0	4.1018	29.9236
Si	3.8672	4.1018	29.9236
Si	7.7343	4.1018	29.9236
Si	1.9336	8.2035	29.9236
Si	5.8008	8.2035	29.9236
Si	9.6679	8.2035	29.9236
Si	0	9.5708	29.9236
Si	3.8672	9.5708	29.9236
Si	7.7343	9.5708	29.9236
Si	0	0	31.8572
Si	3.8672	0	31.8572
Si	7.7343	0	31.8572
Si	1.9336	1.3673	31.8572
Si	5.8008	1.3673	31.8572
Si	9.6679	1.3673	31.8572
Si	0	5.469	31.8572
Si	3.8672	5.469	31.8572
Si	7.7343	5.469	31.8572
Si	1.9336	6.8362	31.8572
Si	5.8008	6.8362	31.8572
Si	9.6679	6.8362	31.8572
Si	1.9336	2.7345	0.9679
Si	5.8008	2.7345	0.9679
Si	9.6679	2.7345	0.9679
Si	0	4.1018	0.9679
Si	3.8672	4.1018	0.9679
Si	7.7343	4.1018	0.9679
Si	1.9336	8.2035	0.9679
Si	5.8008	8.2035	0.9679
Si	9.6679	8.2035	0.9679
Si	0	9.5708	0.9679
Si	3.8672	9.5708	0.9679
Si	7.7343	9.5708	0.9679
Si	-0.0095	0.0284	2.8808
Si	3.9033	0.0232	2.8922
Si	7.7501	0.0088	2.9358
Si	1.9682	1.36	2.869
Si	5.8309	1.4024	2.8865
Si	9.657	1.3902	2.8882
Si	0.023	5.5283	2.8515
Si	3.9071	5.4964	2.9231
Si	7.7474	5.4935	2.9276
Si	1.9765	6.8299	2.8582
Si	5.8339	6.8789	2.9423
Si	9.6572	6.8531	2.9333
Si	2.0334	2.7614	4.7527
Si	5.8518	2.8945	4.7244
Si	9.7172	2.8621	4.7371
Si	0.0826	4.097	4.6907
Si	3.9077	4.2396	4.9425
Si	7.7841	4.2599	4.9617
Si	1.9529	8.2328	4.7307
Si	5.8488	8.2889	4.8852
Si	9.6189	8.1428	4.9459
Si	-0.03	9.4552	4.6922
Si	3.8843	9.6038	4.829
Si	7.7795	9.6728	4.9676
Si	0.076	-0.1293	6.5386
Si	3.9716	0.0672	6.7424
Si	7.9077	0.3899	6.7847
Si	1.9467	1.2778	6.585
Si	5.8041	1.5343	6.5896
Si	9.9641	1.4718	6.5762
Si	0.0514	5.3933	6.6203
Si	3.8437	5.7818	6.9135
Si	7.6498	5.5414	7.1197
Si	1.8185	6.9366	6.6708
Si	5.8304	7.1262	6.9628
Si	9.808	6.7891	7.0029
O	3.6749	5.1148	8.4043
O	1.4839	7.85	8.0199
O	1.5577	2.2411	7.8595
O	5.4609	2.6444	7.7755
O	11.6131	10.0321	7.9999
O	7.3013	4.4613	8.3596
O	10.4354	2.2829	7.9551
O	10.4168	7.704	8.2739
O	4.1199	10.1888	8.1706
O	11.8206	4.506	8.0038
O	5.8684	8.2407	8.2132
O	8.1734	10.8704	8.3553
O	7.3513	10.057	22.5705
O	3.0569	10.0967	22.7131
O	9.7192	7.1423	22.6551
O	6.1207	7.7429	22.5704
O	7.7301	4.2099	23.1049
O	3.9504	4.339	22.5951
O	10.2178	2.2107	23.0634
O	1.322	2.224	22.9637
O	0.3731	10.0172	22.905
O	1.7627	7.8168	22.6158
O	5.571	2.238	22.8022
O	-0.0293	4.4757	22.8737
Si	6.3053	-0.7301	19.0373
Si	8.8935	0.5796	18.3729
Si	4.2315	1.3934	14.7271
Si	1.3064	5.3398	17.0969
Si	8.166	2.8451	16.764
Si	5.2914	6.0118	16.5734
Si	1.678	9.387	22.1629
Si	11.1583	3.0555	15.8406
Si	3.9682	7.6736	11.4753
Si	8.0935	-5.5434	13.7737
Si	2.0539	0.8052	12.6137
Si	6.3014	3.3089	8.9855
Si	17.4704	7.4736	14.0427
Si	7.6231	4.2243	21.4945
Si	6.8571	2.6534	13.9053
Si	4.1494	12.3657	19.4046
Si	6.8956	8.822	21.6153
Si	3.7533	3.4126	16.9697
Si	5.1665	9.4052	9.1327
Si	3.0562	7.802	17.1581
Si	11.7674	8.5636	8.6622
Si	-2.4778	6.9308	21.1736
Si	11.8309	2.9551	8.4461
Si	1.3492	3.4207	11.1792
Si	1.9412	10.0253	19.0466
Si	16.7338	9.6328	16.0797
Si	7.4981	11.423	9.7229
Si	11.2905	-0.4594	13.7454
Si	11.4432	0.126	16.7529
Si	3.9178	4.8863	9.983
Si	8.1504	5.6307	16.8881
Si	10.4535	5.7137	18.8259
Si	9.954	2.879	20.0779
Si	1.2531	9.0683	11.615
Si	-0.0525	2.9165	22.4728
Si	4.8572	3.2529	21.7776
Si	10.4951	3.7295	12.8335
Si	9.017	1.1062	12.3032
O	1.9227	6.7695	16.5654
O	8.5523	5.4471	15.3295
O	-1.5038	4.1718	19.1309
O	8.5874	3.0728	20.9216
O	4.9304	7.8133	12.7714
O	2.9844	0.312	19.2528
O	5.2409	3.9281	10.0547
O	-3.38	-2.7127	20.9133
O	7.9257	-0.5363	19.0166
O	2.5652	-2.2853	18.4402
O	6.786	6.4788	17.0135
O	8.137	5.6638	21.0026
O	5.7883	-1.2847	17.5847
O	5.5675	11.6011	19.3911
O	7.406	13.5145	15.4013
O	7.1179	2.0736	9.6535
O	14.8562	0.6615	13.6772
O	5.3142	2.2315	13.8746
O	9.417	6.2331	17.6801
O	7.0603	4.1868	13.4254
O	4.3009	6.8387	17.5421
O	5.9941	-1.6759	20.3344
O	16.5763	-6.5061	16.662
O	-1.7381	2.4678	12.0134
O	7.6629	1.5753	13.0344
O	6.0823	4.023	21.0342
O	1.4764	9.6091	20.561
O	0.3728	4.4311	16.125
O	4.9364	0.2292	15.6093
O	4.3547	8.7495	10.3455
O	2.5361	4.3333	10.5986
O	0.4185	8.7261	10.2582
O	9.8189	1.4335	19.3839
O	8.5596	11.2945	10.9353
O	4.2275	6.2215	10.8271
O	12.2706	11.7161	13.4235
O	11.8532	1.6704	16.3657
O	9.8262	0.0314	13.2281
O	10.3108	-4.2376	20.103
O	11.8993	4.1933	12.157
O	7.8426	12.5241	17.6853
O	13.6071	-0.418	11.5431
O	14.0053	7.9385	11.8584
O	17.6391	8.816	14.9787
O	5.1286	6.3877	14.9992
O	6.1892	10.4633	9.836
O	11.818	-1.749	12.8823
O	7.2888	6.8056	13.5207
O	11.3544	2.8204	20.8859
O	11.4066	10.2121	15.3505
O	7.7086	4.1975	17.4903
O	12.4388	10.5124	17.9294
O	0.3914	5.7772	18.3528
O	0.3867	2.8396	10.0291
O	9.4586	5.0059	12.9427
O	3.6636	-2.0381	16.1156
O	3.9976	2.363	20.7316
O	-0.7777	3.1022	14.2783
O	2.1544	2.2285	11.8988
O	4.1285	2.4288	18.1613
O	9.7456	3.0224	16.5859
O	9.9252	10.9063	17.2997
O	3.4565	2.4677	15.6758
O	2.5112	4.3261	17.4468

Results
free energy: -55958.403 eV
free energy less fixed offsets of O -447.96, Si -113.29 eV per atom: 2.417 eV
gap between the highest filled and lowest empty level on this k mesh: 1.487 eV

The program warned: the cutoff lies below the one the program advises for these potential files; the model core charge is not resolved on the grid; the forces do not sum to zero within the program's tolerance; the exchange-correlation potential is rough where the density is thin.
